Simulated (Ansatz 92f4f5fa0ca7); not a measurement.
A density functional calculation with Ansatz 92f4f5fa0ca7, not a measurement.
Periodic cell of 198 atoms, Si117O81, from a study of silicon, its oxide and their interface. The atomic structure is a simulated model.

Settings: functional PBE; potential files Ansatz PAW; basis plane waves; wave-function cutoff 700 eV; density cutoff ratio 5; exchange-correlation grid ratio 2; k mesh 2 x 2 x 1, shifted by 0.5 0.5 0.5 of a step; self-consistency stop 5e-08 eV per atom in the density residual; occupations Fermi-Dirac, 0.05 eV; spin none; net charge 0.

Cell vectors (angstrom)
a	11.5983	0	0
b	0	11.5983	0
c	3.2406	0.5524	26.9841

Atoms and the computed forces on them: element, x, y, z (angstrom), force x, y, z (eV/angstrom)
Si	3.1425	11.1954	-0.265	0.2225	-0.0865	0.0895
Si	4.0009	4.8784	1.0355	-0.2002	-0.2345	-0.4992
Si	4.0568	7.295	0.7355	-0.112	0.0789	-0.3867
Si	6.2078	9.7399	3.2684	-0.0624	-0.0544	0.0589
Si	8.0101	2.6104	-0.1707	-0.3299	-0.1598	-0.4174
Si	6.1341	7.9138	1.6967	0.022	-0.0971	0.0596
Si	6.1974	-0.086	-0.0565	-0.3228	0.1377	0.7788
Si	7.1627	3.8508	-2.8769	-0.299	0.103	-0.1847
Si	7.5484	8.6029	-0.078	-0.3012	-0.1008	0.1278
Si	5.5457	0.0782	2.1882	-0.0037	0.1578	-0.2948
Si	6.3871	5.9582	3.096	-0.0564	0.1803	0.039
Si	2.6157	4.5158	-0.7675	0.8633	0.2177	0.1275
Si	11.3007	4.5136	1.3247	0.0889	0.5231	0.0604
Si	10.2048	2.3924	0.8212	0.5144	-0.0441	-0.2026
Si	10.2437	8.406	1.6805	-0.1035	0.0161	-0.743
Si	3.147	0.0791	2.0584	0.092	0.0698	0.1132
Si	13.6132	4.1359	2.1845	0.0199	0.0162	0.286
Si	13.9715	7.8676	2.205	-0.1289	-0.1542	0.1706
Si	6.1169	2.0612	3.3014	-0.0122	-0.2218	0.287
Si	6.0267	3.9645	1.9165	0.0486	0.0615	-0.3644
Si	2.2979	9.0559	-0.881	0.0666	-0.0819	-0.0119
Si	10.1067	1.2863	2.9971	0.0324	-0.2714	0.3208
Si	10.3026	6.2007	2.9101	0.0019	-0.2267	0.0269
Si	10.1282	10.291	3.1834	0.0337	0.2123	0.2913
Si	13.9787	2.0278	3.2579	0.0655	0.1019	-0.1753
Si	14.0107	5.9741	3.5483	-0.4608	0.0223	0.2218
Si	14.0611	9.8592	3.4063	-0.0991	0.0337	-0.027
Si	4.2444	2.0936	4.722	-0.0042	0.0067	-0.047
Si	4.5005	5.9495	4.6097	-0.0744	-0.0693	0.0162
Si	4.3811	9.7666	4.7412	0.1594	-0.0524	0.1056
Si	8.2378	1.9544	4.4377	-0.0176	0.0444	-0.1318
Si	8.3554	5.9217	4.381	0.0745	0.1151	-0.0252
Si	8.2144	9.8632	4.5522	-0.1632	-0.0231	-0.0219
Si	11.952	1.9029	4.4952	0.0883	0.1121	-0.0179
Si	11.9574	6.0181	4.6327	0.1713	0.2071	0.274
Si	12.0057	9.8866	4.6053	0.0974	0.0015	-0.0555
Si	4.3069	0.1346	6.0727	0.0484	-0.0665	0.0208
Si	4.3334	4.0413	5.9908	0.0434	-0.0458	0.1057
Si	4.4506	7.8365	6.0171	-0.0358	0.1151	-0.0084
Si	8.1744	0.1598	6.0029	0.0326	-0.0841	0.0206
Si	8.2626	3.9619	5.7764	0.0088	-0.047	0.0477
Si	8.2337	7.8477	5.809	0.0738	-0.0074	0.001
Si	12.0566	0.1228	6.0584	-0.1415	-0.0524	-0.0473
Si	11.9688	3.9565	5.8445	-0.0416	0.0236	-0.0522
Si	12.0288	7.9438	5.9687	-0.0933	0.0309	0.0536
Si	6.264	11.8564	7.401	-0.002	-0.0243	-0.0175
Si	6.318	3.9595	7.247	-0.0905	0.0184	-0.0102
Si	6.3877	7.8472	7.3421	0.0189	0.0157	0.0492
Si	10.1269	11.699	7.4252	0.05	0.0484	0.0351
Si	10.093	4.0014	7.2832	0.0488	-0.0246	0.0508
Si	10.0576	7.9077	7.2726	0.1076	0.0372	0.0376
Si	13.9584	11.6397	7.4436	0.0074	-0.0278	-0.0321
Si	13.9353	4.0032	7.2633	0.017	0.0712	-0.1292
Si	14.0611	7.938	7.2214	-0.1603	-0.2077	-0.0787
Si	6.1828	2.1772	8.836	0.0526	-0.0806	0.3176
Si	6.3219	5.8389	8.6631	0.0807	0.0451	0.086
Si	6.397	9.8726	8.6394	0.0545	-0.0508	-0.1564
Si	10.057	2.1053	8.7098	-0.1463	0.015	0.101
Si	10.1157	5.9861	8.6317	-0.042	-0.0435	0.0504
Si	10.191	9.7057	8.7867	-0.0559	-0.1213	0.0205
Si	13.9198	2.0499	8.6352	0.2485	0.084	-0.0417
Si	14.0286	6.0262	8.5275	-0.0455	0.1436	-0.0058
Si	14.0446	9.6647	8.826	0.0434	0.0752	0.1405
Si	4.0924	2.0944	10.1996	-0.1767	0.0604	-0.319
Si	4.3282	5.9744	9.9968	-0.0027	-0.111	0.0036
Si	4.5261	9.8021	10.0422	0.0039	-0.2192	0.0502
Si	8.5261	4.105	11.5925	0.0264	-0.006	-0.05
Si	8.2134	5.9365	10.1012	0.0421	-0.0149	-0.1675
Si	8.2393	9.8321	10.1271	-0.0848	0.0563	0.0611
Si	12.0355	2.3481	9.9781	-0.188	-0.2832	0.0094
Si	12.1226	6.3929	9.8365	-0.118	0.1089	-0.0582
Si	11.2898	11.9154	12.3456	-0.1847	0.4618	0.1251
Si	3.4051	4.1448	11.2563	0.2488	0.0674	0.0685
Si	1.0169	4.3895	11.0476	0.1619	0.1988	0.3557
Si	4.2534	11.6305	11.5215	-0.1916	-0.0204	-0.2793
Si	8.2547	11.79	11.5102	0.2847	0.318	0.3437
Si	8.1792	2.1792	10.1949	-0.1523	-0.0951	-0.1689
Si	7.5795	7.8885	11.2895	0.4366	-0.0906	0.1492
Si	11.8395	9.6927	12.2522	0.0642	-0.5071	-0.074
Si	5.8111	0.9688	12.9754	0.2338	-0.0947	0.2732
Si	12.1041	8.9094	10.0772	-0.0302	-0.2822	-0.512
Si	6.8646	3.8905	13.2384	-0.1251	0.0276	0.1016
Si	3.855	7.5631	14.1846	0.065	-0.0118	-0.0592
Si	5.1861	7.8632	11.2911	-0.5311	0.132	0.1189
Si	7.2203	4.3639	16.2915	0.0279	0.2448	0.2729
Si	10.3952	4.7748	12.8905	0.2171	0.1514	0.0359
Si	9.7401	7.6427	13.3956	0.0051	0.0213	0.0901
Si	13.7291	10.0451	13.5119	-0.1298	-0.1347	0.3554
Si	2.7953	5.305	18.6017	-0.0108	-0.0083	0.1776
Si	15.7368	4.7057	13.4258	-0.3908	-0.1798	-0.3986
Si	11.3644	5.8029	18.341	0.0224	0.0014	0.021
Si	9.8738	5.7552	15.6732	0.0056	-0.0352	0.2476
Si	11.155	7.3769	24.3004	0.0078	-0.0964	-0.0651
Si	7.7712	3.0655	19.0452	-0.0239	0.1534	0.0469
Si	1.3457	0.048	22.6264	-0.0133	0.0603	-0.128
Si	1.191	12.4437	17.796	0.1884	0.029	0.08
Si	4.243	2.3073	25.8093	0.3079	0.2209	-0.1864
Si	3.6609	9.8736	23.4601	-0.1509	0.0121	-0.0189
Si	11.3877	9.291	21.7428	-0.0576	0	-0.02
Si	15.5688	6.419	26.5742	-0.175	-0.1097	0.124
Si	4.7676	10.1198	20.4709	-0.0061	-0.0388	-0.0723
Si	3.1237	2.2176	17.9896	0.2653	0.2586	0.2088
Si	13.4881	-1.1497	20.0227	0.0632	-0.0539	0.1106
Si	4.0115	1.9892	15.078	-0.0788	0.2712	0.1735
Si	5.274	1.4866	20.2469	-0.0609	0.0714	0.0312
Si	6.6254	7.8372	19.285	-0.0145	-0.1409	-0.0055
Si	3.9615	8.5813	27.5651	-0.0522	-0.113	-0.0094
Si	0.5211	2.8639	21.9967	0.0595	0.0802	0.0061
Si	1.4301	11.9135	14.721	0.0302	0.0346	0.1932
Si	4.8763	2.8352	22.9699	0.1852	0.1909	-0.1337
Si	10.7585	14.3458	19.1872	-0.0301	0.1693	0.1912
Si	3.0066	4.813	21.6489	0.0122	-0.0575	-0.0942
Si	7.7458	5.6583	20.8505	-0.0755	-0.0122	0.1426
Si	5.102	6.6406	16.8621	0.0737	-0.0623	0.2027
Si	2.4883	6.9495	23.8787	-0.0723	-0.075	-0.0574
Si	9.511	7.7906	19.9689	-0.0249	-0.0337	0.0813
Si	7.3779	4.2881	23.7003	-0.1344	0.09	0.0529
O	1.8967	3.6249	21.5814	-0.0677	-0.0796	0.0063
O	7.2046	3.6929	0.7557	-0.0998	0.0814	0.248
O	9.1099	8.5347	0.4192	0.342	-0.0471	0.373
O	11.2549	1.6138	-0.2637	-0.3159	0.1261	0.2224
O	4.7775	9.8453	24.6408	0.3244	-0.0429	0.1649
O	12.0703	1.2093	11.2156	0.0303	0.1559	-0.1352
O	5.7388	5.1089	13.2121	0.0986	-0.0717	0.0896
O	5.2115	1.0191	14.5145	0.0518	-0.0187	-0.1472
O	1.0428	11.8319	16.294	-0.1829	-0.0091	0.1671
O	4.1097	1.9558	16.7002	-0.0031	-0.0135	-0.1452
O	7.2517	3.6275	14.8325	0.0088	-0.0657	-0.3438
O	7.2084	11.7045	12.823	-0.1259	0.1834	-0.2761
O	8.2215	7.9047	12.8461	-0.0555	0.0206	-0.0864
O	11.7186	12.4129	13.8634	-0.0269	0.0655	-0.2085
O	9.6772	12.1172	12.2844	-0.0614	-0.1291	-0.1432
O	6.1009	2.5588	12.6022	0.0477	-0.3476	0.1822
O	0.3018	4.2236	12.567	0.0189	-0.0647	-0.1743
O	10.7056	8.9278	13.2035	-0.3254	-0.0357	-0.0125
O	6.4125	2.9855	23.5145	-0.0285	-0.1212	0.0217
O	3.8942	2.4155	24.2073	-0.073	-0.0374	0.2873
O	13.6284	0.0489	21.1363	-0.0315	-0.0096	-0.0218
O	7.1514	1.2111	-0.3794	0.2139	0.0944	-0.2076
O	4.7429	7.996	12.892	0.1668	0.0157	-0.1078
O	-0.0252	-0.8821	22.551	0.0465	-0.0379	-0.029
O	5.2144	1.0228	25.9821	-0.1218	0.081	-0.1781
O	9.0416	6.6345	21.0332	0.0168	0.0451	-0.063
O	2.8583	8.4612	23.4355	0.0423	0.0124	0.0267
O	0.8842	1.5786	22.959	0.0129	-0.0551	0.0213
O	7.0723	-1.4432	-0.3893	-0.0069	0.0777	-0.2028
O	6.6544	2.2496	19.8835	0.0358	-0.0233	-0.0195
O	1.0669	6.914	24.6679	0.0724	0.0192	0.0446
O	11.1012	5.8077	16.733	-0.0892	0.0031	-0.1409
O	6.0458	7.5668	17.8005	-0.012	0.0351	-0.0853
O	6.5006	6.5152	20.2429	0.0279	0.0299	-0.075
O	4.7121	7.5463	15.5682	-0.0501	0.0594	-0.1209
O	8.1955	8.2702	19.1287	0.0428	0.0304	-0.0399
O	11.1338	3.9187	22.7385	-0.0184	0.0484	0.0872
O	4.0923	3.5377	14.5651	0.0641	-0.0866	0.1427
O	8.5229	5.3313	16.4747	0.0463	0.0051	-0.0962
O	8.0828	3.2976	-1.6594	0.1606	-0.107	0.2773
O	10.1749	4.6378	14.5145	-0.0149	-0.0852	-0.1379
O	10.4079	6.4014	12.55	-0.053	0.0175	0.0588
O	7.257	3.2751	17.5077	-0.0479	-0.018	-0.1228
O	2.6412	3.7953	18.0023	0.0221	-0.245	-0.031
O	11.2461	8.1251	22.8585	0.0107	-0.0149	0.076
O	5.8863	5.2872	16.4103	0.0163	-0.0528	-0.0394
O	5.5072	11.5001	20.0552	-0.011	-0.0385	-0.0381
O	3.3798	9.9346	19.6183	-0.0521	0.046	-0.0139
O	5.7848	8.9633	20.0483	-0.0231	0.0711	0.07
O	5.6335	3.2569	-2.843	0.1016	-0.0312	0.0583
O	3.2937	6.0326	13.9297	0.0903	0.1267	0.0613
O	4.8595	1.7107	21.8068	-0.0243	0.0011	0.0595
O	9.6667	7.219	14.9752	0.0147	0.1098	-0.1812
O	3.3575	5.2882	20.1356	0.0258	-0.0144	-0.0375
O	1.0827	9.1999	20.7226	-0.0135	0.0476	-0.0156
O	10.9055	4.3627	18.9654	-0.0084	-0.0807	-0.0495
O	12.7348	-0.5008	18.7445	-0.1213	0.0456	-0.0927
O	7.3948	5.0868	22.3039	0.0418	0.0186	-0.0624
O	14.2796	8.7031	14.3084	0.3287	-0.0864	-0.0714
O	14.6795	10.897	12.4659	0.301	0.1908	-0.2465
O	2.4875	-0.5614	23.649	0.0654	-0.0323	0.0384
O	4.7055	-0.0682	-0.8107	0.0404	-0.1315	-0.2597
O	2.5734	1.4742	14.5498	-0.0145	0.0118	-0.0902
O	3.7757	6.2034	17.6859	0.0526	0.0352	-0.1265
O	2.4346	6.052	22.5244	-0.0081	0.1214	0.1525
O	12.9441	6.0281	18.6046	-0.0627	0.0125	-0.03
O	11.363	13.9499	20.652	-0.0376	-0.0636	-0.0382
O	-0.0446	13.48	18.0699	0.0176	-0.1695	-0.1055
O	10.2449	6.0309	24.1634	0.0512	0.0215	0.0219
O	9.1979	2.286	19.0812	0.0416	-0.0309	-0.0504
O	5.1143	3.6026	26.2856	-0.2093	-0.4304	-0.2479
O	3.4742	4.7168	-2.1625	-0.2721	-0.1235	-0.1854
O	4.0547	2.0144	19.3195	-0.1839	-0.0363	-0.099
O	4.4629	10.0708	22.065	0.0061	0.0015	0.0512
O	3.5679	7.9134	-0.8115	-0.2141	0.0804	0.4232
O	15.1173	6.3456	24.9687	0.1204	0.016	-0.033
O	7.3402	7.7669	-1.4832	0.0775	0.0941	0.0622
O	10.0855	9.0984	20.7679	0.0487	0.0533	-0.0062
O	4.3706	4.2629	22.3519	-0.0121	-0.106	0.0238
O	8.0474	4.4881	19.7781	-0.0206	-0.0914	-0.0577
O	10.6097	7.0915	18.9955	0.01	-0.0121	-0.0245

Results
free energy: -120456.206 eV
free energy less fixed offsets of O -569.03, Si -635.61 eV per atom: 1.594 eV
pressure: -0.35 GPa
stress xx, yy, zz, yz, xz, xy (GPa, positive in tension): 0.2, 0.79, 0.05, -0.09, 0.1, -0.02

The program warned: the cutoff lies below the one the program advises for these potential files.
